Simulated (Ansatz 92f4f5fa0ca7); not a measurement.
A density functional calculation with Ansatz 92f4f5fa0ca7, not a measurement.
Periodic cell of 122 atoms, Si78O44, from a study of silicon, its oxide and their interface. The atomic structure is a simulated model.

Settings
functional: r2SCAN
potential files: Ansatz norm-conserving
basis: plane waves
wave-function cutoff: 1300 eV
density cutoff ratio: 4
exchange-correlation grid ratio: 1
k mesh: 2 x 2 x 1, shifted by 0.5 0.5 0.5 of a step
self-consistency stop: 5e-08 eV per atom in the density residual
occupations: Fermi-Dirac, 0.05 eV
spin: none
net charge: 0

Cell vectors (angstrom)
a  10.88  0  0
b  0  10.88  0
c  0  0  17.839

Atoms and the computed forces on them: element, x, y, z (angstrom), force x, y, z (eV/angstrom)
Si  0.1926  -0.0148  -0.0404  -1.6847  -3.1559  -0.7569
Si  3.4239  2.2092  -0.1699  0.1774  0.0278  0.133
Si  0.1565  5.5842  -0.4696  -0.0537  -0.7526  0.6967
Si  2.1898  8.3595  0.0362  1.1139  1.7269  -1.814
Si  5.2703  -0.2134  0.4527  4.2262  -1.9302  0.624
Si  8.1898  2.4451  0.0863  -3.0936  1.4703  -1.7566
Si  5.1167  5.9413  -0.5107  -0.1407  -2.1825  0.9839
Si  7.6443  8.7798  -0.109  2.9824  -0.003  -0.7457
Si  1.5522  1.4032  1.009  1.5636  -0.0363  0.6679
Si  4.3862  4.2047  1.1599  -0.2009  -0.6761  0.0063
Si  1.413  6.6186  1.2934  0.5352  -1.432  -0.6704
Si  3.9201  9.3315  1.543  1.1582  -2.7442  -0.8662
Si  6.6313  1.3979  1.5358  1.2423  -1.186  1.9299
Si  9.4915  4.1492  0.8958  1.1929  0.6062  0.5915
Si  6.6444  6.9671  0.9475  0.3049  -0.6109  1.1384
Si  9.2808  9.8851  1.3993  0.9154  -1.2955  -0.8146
Si  0.4026  2.8966  2.2491  -1.4035  1.3386  0.9239
Si  2.778  -0.1009  2.6528  -2.2364  1.3929  1.2127
Si  0.1331  8.0466  2.4727  -3.0399  1.3863  0.1843
Si  3.0145  5.5203  2.6285  -0.5128  -0.7611  -2.503
Si  5.3883  2.8213  3.0473  1.336  0.6014  -2.7776
Si  8.1492  0.0121  3.1242  -0.1873  1.4367  -1.8295
Si  5.504  7.9262  2.825  -1.2483  0.6473  -0.4687
Si  8.1458  5.2904  2.4408  -0.1159  1.6318  -1.2042
Si  1.7142  4.2658  3.9036  -2.7041  -1.3485  0.468
Si  4.036  1.3353  4.0268  -0.4156  -0.9653  1.6698
Si  1.3992  9.2015  4.0042  0.1527  2.0493  0.673
Si  3.9154  6.6341  4.2685  1.962  1.9719  0.1456
Si  6.9996  4.1764  4.0462  -0.5891  -1.4498  1.3524
Si  9.7718  1.6474  3.696  -0.6664  -1.0254  1.973
Si  6.8662  9.2691  4.2076  -0.1352  0.5191  0.0647
Si  9.371  6.8621  3.753  1.5195  -1.0256  -0.1366
Si  0.0364  0.073  5.2105  -0.167  -0.8553  -0.2905
Si  2.6063  2.724  5.4207  1.5362  0.5446  0.1927
Si  -0.0262  5.5326  5.1934  0.5518  -0.2685  -2.4854
Si  2.5665  7.9603  5.6822  -0.4194  -0.0981  -1.1827
Si  5.4733  -0.1781  5.4484  -0.6823  0.5849  -0.2656
Si  8.3876  2.6986  5.5504  0.2535  0.3999  -1.6811
Si  5.5499  5.4787  5.3575  -0.1678  -0.7157  0.2392
Si  8.2935  7.8928  5.4546  -1.2407  0.9541  0.0842
Si  1.1306  1.5144  6.7216  1.2856  -1.4506  0.6401
Si  4.0999  4.3139  6.8648  -0.0032  -2.0295  0.6467
Si  1.109  6.4793  6.8729  1.3219  2.1083  1.3103
Si  3.9764  9.3757  6.7898  0.2123  0.4457  0.8129
Si  6.8468  1.2689  6.7771  -0.0355  -0.0088  0.3114
Si  9.8972  4.1827  6.6361  -3.0415  -0.1466  -0.9254
Si  6.7622  6.7304  6.789  0.6917  -0.9902  1.3428
Si  9.558  9.4001  6.6242  -0.3118  1.8953  -1.2388
Si  0.0457  2.9963  8.0791  0.2475  -2.3104  1.9176
Si  2.5618  -0.0335  8.139  0.325  0.9715  -0.4057
Si  -0.1516  8.196  8.0321  2.1747  -0.5503  2.1702
Si  2.6288  5.4196  8.4888  -0.3057  -1.1884  -1.5455
Si  5.5075  2.7719  8.2748  -0.9979  -0.629  -1.0056
Si  8.2128  -0.2906  8.0864  0.5236  0.7809  -1.3619
Si  5.0105  7.6539  8.1336  1.7224  1.1189  0.655
Si  8.4194  5.1906  8.1085  -0.5329  1.7943  -1.7186
Si  1.0974  4.3096  9.7723  0.8092  -1.6088  0.0104
Si  4.3982  0.8378  9.4334  2.3605  -1.3754  -0.1179
Si  1.5174  9.3997  9.5617  -2.4744  0.4347  -0.8473
Si  3.4473  6.8735  9.9774  2.2341  1.9268  0.5396
Si  7.1827  3.82  9.4145  -0.6115  -1.0379  0.5221
Si  9.2751  1.5081  9.0822  1.1987  1.2017  1.1559
Si  6.6121  9.3422  9.0843  -1.9729  0.7828  2.107
Si  9.698  6.6217  9.4055  -1.0068  -2.3207  0.7807
Si  3.3538  6.2527  14.9644  1.4154  -4.1585  -1.4154
Si  10.9739  0.3592  11.5386  -0.7109  1.9633  0.5335
Si  1.7472  2.877  12.4862  0.3357  -0.7233  3.5708
Si  8.3722  5.1151  13.9577  -2.1292  1.1713  1.5431
Si  5.8695  -0.3997  11.8227  0.1328  -3.391  0.3013
Si  7.4494  5.8964  11.3613  0.6585  -0.2429  -0.2431
Si  9.0332  8.0859  14.7886  -0.7179  0.9022  0.7605
Si  8.4637  10.8026  13.4383  -4.2912  -1.9339  -0.9275
Si  -1.024  1.2122  15.6163  1.6443  -1.455  3.9481
Si  6.3078  3.7211  15.4713  -1.043  -2.81  3.0676
Si  5.1536  -3.378  12.6447  -0.7894  -4.0027  -0.5426
Si  3.5647  2.9745  14.7895  3.5221  4.725  -6.1711
Si  0.9543  7.6446  15.3369  -1.0233  2.7822  0.3645
Si  11.0783  3.91  14.8598  1.5999  -2.3453  -0.8802
O  -0.1739  -0.1742  -1.7596  0.2745  1.856  1.6512
O  1.1542  -1.3383  0.4034  -0.7599  0.8949  -0.8679
O  4.5756  0.9884  -0.2125  -3.2414  3.4147  -2.7908
O  2.9966  2.4296  -1.774  -2.6921  -1.6261  4.5167
O  5.1539  2.673  -2.8829  1.0149  0.7544  0.783
O  0.7552  4.3854  -1.5233  -0.0534  1.4167  0.2134
O  2.1805  8.5917  -1.7482  -1.7055  -1.5424  1.5732
O  0.011  7.0575  -1.266  0.6929  -1.8389  -0.4231
O  6.3302  -1.2279  -0.4725  -1.0208  1.3101  -0.077
O  9.1796  1.4617  -0.6556  2.6611  -1.0782  -2.345
O  7.3318  2.9166  -1.3584  -0.1022  0.4331  0.7248
O  5.957  5.1057  -1.6155  -0.7348  0.6741  1.0062
O  -2.4296  5.1358  12.4157  0.2159  -0.4598  -3.3764
O  1.9635  3.6165  11.1156  -1.5036  0.848  -2.9305
O  4.6873  0.5167  11.1189  0.3835  -0.2726  -0.4955
O  5.4663  -0.3555  8.7801  -1.2678  1.4143  0.5292
O  4.2583  6.7566  11.4229  -1.5777  0.7148  -1.3725
O  2.3383  8.0839  9.8436  1.7788  -1.6456  1.4544
O  -2.7575  2.4821  9.8104  0.1187  0.1048  0.3218
O  11.7917  1.4425  12.6068  -0.6013  -0.7035  -2.9142
O  10.522  1.113  10.1497  -0.3524  -0.2983  0.6726
O  10.7419  5.303  10.0526  -0.8396  2.2763  0.4573
O  6.8432  9.6704  10.7458  -0.7408  0.1735  -0.7982
O  -0.2716  8.1455  14.2765  1.5775  -0.4795  2.3239
O  11.855  9.9612  11.0315  -0.273  0.4219  0.3546
O  8.4643  6.9321  10.516  0.5555  -0.9586  -0.35
O  1.9003  6.6961  14.5066  -1.0529  -0.7983  -0.2783
O  8.7055  8.4007  16.4131  -1.5152  0.3795  -0.5758
O  9.5137  0.0876  12.2815  2.2666  0.2102  -1.0228
O  6.6374  -3.915  12.1746  -1.8791  0.2005  1.5042
O  3.1622  2.5638  13.2572  -0.701  -1.1944  0.2605
O  8.3968  9.2132  13.8082  -0.1967  0.8555  0.6034
O  6.9086  4.3311  14.2097  4.4713  1.6998  -3.2465
O  3.6902  6.2972  16.5582  0.3574  0.8916  0.5902
O  5.2882  -1.8707  12.7077  -0.3063  5.8137  -1.1361
O  8.666  0.8729  14.6988  -1.5914  -0.3219  -1.5399
O  6.8357  0.2733  12.8995  2.2638  0.3928  0.554
O  9.6721  4.5584  14.6762  -1.1898  0.0911  0.052
O  8.3751  6.672  14.4238  -0.3863  -0.346  0.5396
O  6.4068  15.6223  10.6188  3.0584  0.9822  0.053
O  4.3725  6.9384  13.9961  2.5826  1.9586  -1.5176
O  -0.049  2.263  14.9339  -0.0071  1.2943  1.0179
O  3.5262  4.6578  14.4726  -0.4141  -0.2288  2.3456
O  12.0237  -6.8301  13.523  -1.6064  -0.753  0.5947

Results
free energy: -29595.609 eV
free energy less fixed offsets of O -463.61, Si -117.95 eV per atom: 3.331 eV
pressure: -1.42 GPa
stress xx, yy, zz, yz, xz, xy (GPa, positive in tension): 0.66, 0.8, 2.81, -0.78, 1.19, -0.6

The program warned: the forces do not sum to zero within the program's tolerance.
